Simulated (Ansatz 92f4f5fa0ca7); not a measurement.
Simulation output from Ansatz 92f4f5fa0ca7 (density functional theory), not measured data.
Periodic cell of 171 atoms, Si99O72, from a study of silicon, its oxide and their interface. The atomic structure is a simulated model.
This geometry differs little from another in the collection (a relaxation step or a small displacement).

Settings: functional r2SCAN; potential files Ansatz norm-conserving; basis plane waves; wave-function cutoff 1300 eV; density cutoff ratio 4; exchange-correlation grid ratio 1; k mesh 2 x 2 x 1, shifted by 0.5 0.5 0.5 of a step; self-consistency stop 5e-08 eV per atom in the density residual; occupations Fermi-Dirac, 0.05 eV; spin none; net charge 0.

Cell vectors (angstrom)
a	11.5403	0	0
b	0	11.5403	0
c	-3.5136	-2.2742	22.9016

Atoms and the computed forces on them: element, x, y, z (angstrom), force x, y, z (eV/angstrom)
Si	-0.6342	-0.3523	0.5917	-0.257	0.1662	-0.6207
Si	-0.7241	2.7381	0.6591	-0.0901	-0.0704	-0.464
Si	-0.5013	5.8527	0.007	0.0457	-0.1931	-0.4252
Si	3.1422	-0.9466	0.4175	-0.0074	-0.2105	-0.5609
Si	2.8542	2.9409	0.4989	-0.0726	0.1975	-0.1736
Si	3.4237	6.0843	0.1767	0.1178	-0.3296	-0.3595
Si	7.032	-0.9663	0.6579	0.1906	-0.0196	-0.7286
Si	6.9146	2.0877	0.2508	0.0295	-0.1721	-0.3941
Si	7.0148	7.4777	0.1514	0.0904	0.1609	-0.4661
Si	1.2971	10.846	1.8705	-0.015	0.1464	0.0293
Si	1.1411	2.8678	2.0435	0.0671	-0.0432	-0.1833
Si	1.3488	6.6639	1.3749	0.0607	-0.1642	-0.0191
Si	5.0356	10.4147	1.8244	-0.1971	0.2641	-0.2236
Si	4.9932	2.5987	1.5926	-0.0895	0.1033	-0.407
Si	5.2208	6.6783	1.601	-0.0135	0.1174	-0.1227
Si	9.0102	10.6137	1.8655	0.1822	0.1395	-0.2525
Si	8.7504	2.7613	1.7156	-0.0264	-0.0902	-0.2945
Si	9.0415	6.6911	1.2828	-0.0759	-0.0473	-0.0926
Si	1.2564	1.0086	3.3836	0.0622	-0.0887	0.2395
Si	1.256	4.924	3.0552	0.1094	0.2572	0.085
Si	1.2679	8.6721	2.8797	0.0167	-0.3106	-0.3152
Si	5.0064	0.8456	3.1236	-0.025	0.0277	0.1988
Si	5.1598	4.6694	2.9032	-0.0479	-0.101	0.0339
Si	5.075	8.4923	3.0873	-0.0238	-0.2708	0.1473
Si	8.9131	0.954	3.2061	0.026	-0.0453	0.3303
Si	8.8466	4.8327	2.8715	0.0161	0.1147	-0.0412
Si	9.0966	8.5264	2.915	-0.0334	-0.0023	-0.017
Si	-0.7154	0.9457	4.6015	-0.1128	-0.0394	-0.0264
Si	-0.7281	4.8323	4.3277	0.1018	0.036	-0.0709
Si	-0.5892	8.5724	4.3549	-0.0759	0.0868	0.0897
Si	3.2103	0.9771	4.6213	-0.0281	0.0517	-0.022
Si	3.2171	4.8128	4.3663	-0.0856	-0.0662	-0.2102
Si	3.1251	8.6072	4.3691	0.0122	0.1061	0.0383
Si	6.9535	0.8702	4.4774	-0.0347	0.0218	-0.0022
Si	7.0143	4.7622	4.3358	0.0617	-0.053	-0.0458
Si	7.1124	8.565	4.2974	0.1332	-0.0724	0.001
Si	-0.6183	10.4658	5.8054	-0.0497	0.0206	0.2219
Si	-0.6709	2.9485	5.7984	0.2014	0.0602	0.2791
Si	-0.6779	6.6871	5.7783	-0.1243	-0.0145	0.0079
Si	3.2941	10.5093	5.8082	-0.1176	-0.0303	0.0424
Si	3.1334	2.9685	5.8551	0.1792	-0.0552	0.2883
Si	3.1267	6.7221	5.7402	-0.0337	0.0243	0.041
Si	7.0382	10.4376	5.7763	0.1452	0.0311	0.142
Si	7.0398	2.8546	5.7197	-0.175	0.0683	0.1803
Si	7.0558	6.6855	5.6929	-0.058	-0.1218	-0.0151
Si	1.3952	10.5769	7.1434	-0.2131	0.0005	-0.0723
Si	1.2034	2.9831	7.3258	-0.1044	0.0127	-0.2683
Si	1.2281	6.7675	7.1806	0.0757	-0.056	-0.0443
Si	5.1654	10.4721	7.2704	-0.1133	-0.0583	0.1855
Si	5.1351	2.9741	7.0991	-0.0239	-0.0022	-0.4314
Si	5.0984	6.869	6.9727	0.1217	0.1582	-0.0107
Si	8.9618	10.4091	7.1534	0.1392	-0.2603	-0.1229
Si	8.949	2.8104	7.1149	0.0007	-0.2555	0.0149
Si	8.9223	6.5172	7.1372	0.0216	-0.0201	-0.0167
Si	1.4762	0.9245	8.5749	0.1997	0.0884	0.7417
Si	1.0504	4.9889	8.7022	0.1018	-0.0562	0.4015
Si	1.3881	8.712	8.5258	0.0879	-0.0263	0.3759
Si	5.3293	1.0376	8.4076	0.2216	0.123	0.272
Si	5.0527	5.0038	8.2559	-0.0559	0.037	0.3254
Si	5.1002	8.475	8.6996	0.1646	-0.288	0.3045
Si	9.2273	0.8488	8.4057	0.1805	0.3324	0.6927
Si	8.8383	4.5903	8.6026	-0.3263	0.1651	0.119
Si	8.8749	8.3989	8.4747	-0.134	0.2152	0.2141
Si	11.2824	0.3102	10.0349	-0.184	-0.295	-0.6923
Si	10.6368	4.6796	10.1098	0.0412	-0.0158	0.2278
Si	-0.6869	8.8442	9.5993	-0.0613	0.0002	0.3321
Si	3.5934	1.6189	9.8558	0.0142	0.262	-0.4738
Si	3.1843	4.7121	9.7219	0.1602	-0.5676	-0.3513
Si	3.1282	8.1428	10.2369	-0.2439	1.0608	0.1114
Si	7.3132	0.9012	9.6914	0.1152	-0.2581	0.0905
Si	6.7826	4.9974	9.771	-0.1092	0.1775	0.1904
Si	7.0842	8.0648	10.0317	0.1247	-0.3395	0.3324
Si	-0.1972	2.3378	17.0795	-0.15	-0.0962	-0.1678
Si	8.2603	12.8641	12.514	-0.128	-0.0777	0.3474
Si	10.4276	5.8561	12.8934	-0.0617	0.0699	0.5668
Si	6.9967	10.3666	11.8071	0.1988	-0.017	0.1325
Si	0.7591	7.8622	12.0324	-0.1294	0.0224	0.2965
Si	3.4703	5.9528	16.8829	-0.2745	0.0429	-0.2089
Si	4.456	9.935	15.6826	0.292	-0.1107	0.2024
Si	0.2494	-0.1234	19.0596	-0.0295	-0.1181	-0.2781
Si	7.9118	5.1818	20.1485	-0.167	0.0817	-0.335
Si	8.1608	5.8474	14.7903	-0.1193	0.0467	0.1079
Si	10.9218	2.9561	12.5617	0.1222	0.1184	0.4786
Si	1.1867	1.5524	14.4243	-0.0456	0.098	0.2904
Si	4.1021	9.9745	12.7093	-0.0914	0.0506	0.3615
Si	5.6636	5.7549	18.4969	0.2422	0.0197	0.1686
Si	1.3745	10.8507	12.6464	-0.0777	0.1112	0.5593
Si	9.5222	4.6615	17.485	-0.0955	-0.0786	-0.143
Si	5.0942	3.5321	16.7126	0.1179	-0.1526	0.0144
Si	3.5779	1.1714	15.9702	0.0275	0.243	-0.005
Si	5.8619	7.4759	16.1063	0.1512	0.1419	-0.0892
Si	9.0163	7.523	21.6209	-0.0962	0.097	-0.1165
Si	2.6343	0.9808	20.3478	-0.1422	-0.2373	-0.2397
Si	0.9317	4.9674	17.9412	-0.0224	0.1949	-0.274
Si	10.4177	10.1151	21.2205	-0.0103	0.212	-0.3002
Si	6.5876	3.3592	14.0649	0.2621	0.0884	0.4345
Si	1.9457	4.0218	20.6753	-0.0436	0.1929	-0.1622
Si	2.6926	10.8668	17.889	-0.1814	-0.2792	-0.1551
Si	4.8104	3.5616	11.7038	0.3127	0.0863	0.3884
O	3.872	9.4031	14.2421	0.0823	0.2397	-0.2886
O	7.7926	4.1276	21.3663	-0.0331	-0.0221	0.3419
O	-0.7162	1.2087	-0.0884	0.1423	-0.1943	0.645
O	-0.5955	4.1801	-0.2309	-0.056	0.2471	0.5718
O	2.3155	-2.1807	-0.3975	0.1205	0.3894	0.0455
O	3.0629	4.4848	0.0089	0.1461	0.2914	0.2316
O	6.4011	5.7864	19.9213	0.2343	-0.1781	-0.0967
O	2.1608	2.191	-0.8042	0.2592	-0.132	0.1371
O	4.0873	6.3329	-1.3358	-0.1133	-0.0574	0.3176
O	3.5834	0.0792	-0.8374	-0.2968	-0.2096	0.3255
O	3.3662	12.2449	21.7614	-0.0253	-0.1936	0.2243
O	2.4896	2.5816	20.1024	-0.0699	0.083	0.1901
O	1.5789	4.9962	19.4219	0.045	-0.2835	0.1628
O	4.0682	6.0912	18.4157	0.2938	-0.1855	-0.3674
O	1.8492	5.9531	16.9857	0.1643	-0.249	0.2325
O	7.0195	0.4668	-0.2263	-0.1536	0.3958	0.6792
O	-0.521	8.2382	11.1126	0.2587	-0.1538	-0.2059
O	2.7511	1.9208	14.7827	-0.1124	-0.2997	0.1158
O	7.7588	1.7824	11.0348	-0.1499	-0.3324	-0.2283
O	2.9721	11.1152	12.408	-0.0098	-0.1627	-0.1465
O	-1.056	10.4306	9.8418	0.4572	-0.0308	0.1463
O	3.2007	3.1085	9.2667	-0.1113	-0.0601	0.7399
O	6.9896	6.4722	10.486	0.0545	0.1356	-0.3508
O	1.9942	7.2638	11.1275	0.4748	0.1469	-0.0721
O	0.8083	2.4302	13.1155	-0.1826	-0.1004	-0.1507
O	3.6648	4.6781	11.3261	-0.1242	-0.1795	-0.6224
O	6.1943	3.9516	10.9037	-0.1377	0.0371	-0.0062
O	12.0371	0.0407	11.5012	-0.3715	0.183	-0.4864
O	2.3724	0.4976	16.8115	0.3191	-0.0993	0.073
O	3.924	4.5373	16.2097	0.1542	0.1162	0.3053
O	8.1473	11.228	12.6061	-0.2884	0.0895	-0.4091
O	1.0124	11.5131	14.0841	0.1895	0.0503	-0.4824
O	11.7938	6.7312	13.0875	-0.0215	0.1746	-0.5365
O	7.2799	1.9731	13.6232	0.0492	0.0946	-0.3064
O	10.113	5.734	11.2892	0.2128	-0.335	-0.2359
O	6.2472	3.2556	15.6329	-0.1645	0.1084	-0.205
O	3.3899	11.6182	19.178	-0.3385	0.1851	0.1535
O	0.0911	1.8487	15.5741	0.2533	0.0619	-0.049
O	4.6322	11.5548	15.4928	-0.3342	-0.1464	0.0526
O	4.3896	2.116	17.0014	-0.1396	0.0807	-0.2836
O	5.6126	10.5558	12.638	-0.034	-0.1622	-0.2206
O	5.2015	3.6329	13.2753	-0.0342	-0.1523	-0.4531
O	3.9209	8.9136	11.4911	-0.2967	-0.3024	-0.3153
O	3.5658	9.7513	17.0763	-0.0202	0.328	-0.2095
O	9.7705	1.8363	12.8105	0.0426	0.0448	-0.3596
O	7.3175	8.7987	11.5185	-0.2399	0.1353	-0.3892
O	6.8682	-0.5861	10.2912	0.151	0.3016	0.2976
O	10.5827	10.5612	19.6683	0.1829	-0.0291	0.4935
O	-0.265	1.0704	18.0922	0.2064	-0.0498	0.1397
O	9.2206	9.0419	21.0866	0.1446	-0.19	0.1775
O	-0.6257	5.4586	17.8491	0.0952	-0.3303	0.0173
O	4.2643	7.0553	15.9578	0.1086	-0.1394	0.2364
O	8.7856	5.3891	16.2276	0.0008	-0.0519	-0.0535
O	9.9123	3.118	17.1127	0.2867	0.2438	0.0687
O	10.6243	4.3212	13.4021	-0.0425	-0.0037	-0.3062
O	11.0394	3.2949	10.9644	-0.1915	0.2123	-0.0051
O	4.267	2.0485	11.3418	-0.2522	0.0914	-0.4854
O	0.974	3.4073	17.4538	-0.1431	0.1551	0.1386
O	8.8931	6.4204	20.4727	-0.0355	0.0169	0.2644
O	6.7069	6.8373	-1.3328	-0.1096	0.0698	0.2046
O	1.1816	9.2442	12.7793	-0.0252	-0.0973	-0.3473
O	-0.4477	-1.6133	-0.5005	0.3045	0.259	0.0914
O	8.5343	4.5789	18.7711	-0.0821	0.1463	0.2504
O	7.0661	-2.4082	-0.1984	-0.0592	-0.4384	0.6363
O	7.639	4.5823	13.917	-0.1738	-0.1108	-0.0001
O	1.2215	-1.2158	18.3034	0.1486	0.539	0.2171
O	9.2907	6.5407	13.8438	0.1572	-0.3033	-0.2884
O	6.3816	6.8773	17.5355	-0.306	-0.1885	-0.0562
O	5.8203	4.198	17.9941	-0.2631	0.3473	-0.1251
O	5.8406	9.1055	15.9739	-0.3477	-0.164	-0.0739
O	6.9052	6.8742	15.0098	-0.0206	-0.143	0.1895
O	1.0839	0.4622	20.3349	0.1276	-0.026	-0.063

Results
free energy: -45070.281 eV
free energy less fixed offsets of O -463.61, Si -117.95 eV per atom: -13.311 eV
pressure: -1.62 GPa
stress xx, yy, zz, yz, xz, xy (GPa, positive in tension): 1.21, 1.61, 2.03, 0.07, 0.38, 0.15

The program warned: the forces do not sum to zero within the program's tolerance.
